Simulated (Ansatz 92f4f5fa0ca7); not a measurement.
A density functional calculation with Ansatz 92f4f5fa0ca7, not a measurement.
Periodic cell of 171 atoms, Si99O72, from a study of silicon, its oxide and their interface. The atomic structure is a simulated model.

Settings: functional r2SCAN; potential files Ansatz norm-conserving; basis plane waves; wave-function cutoff 1300 eV; density cutoff ratio 4; exchange-correlation grid ratio 1; k mesh 2 x 2 x 1, shifted by 0.5 0.5 0.5 of a step; self-consistency stop 5e-08 eV per atom in the density residual; occupations Fermi-Dirac, 0.05 eV; spin none; net charge 0.

Cell vectors (angstrom)
a  11.5403  0  0
b  0  11.5403  0
c  -0.4342  4.2793  24.0953

Atoms: element, x, y, z (angstrom)
Si  7.6652  3.5188  0.2276
Si  7.7001  6.5825  0.4994
Si  7.6018  9.6131  0.18
Si  0.1674  3.5684  -0.0712
Si  0.0607  6.5995  0.5182
Si  -0.0225  9.5515  -0.3675
Si  4.1104  3.545  0.2216
Si  3.9485  6.6112  0.5416
Si  4.0178  9.661  0.2028
Si  -1.8067  2.9191  1.2473
Si  -1.8894  6.615  1.7448
Si  -1.8647  10.2247  1.1394
Si  2.032  2.9259  1.3041
Si  1.9863  6.6331  1.7831
Si  1.8961  10.2571  1.111
Si  5.8784  3.0201  1.687
Si  5.8347  6.61  1.856
Si  5.8241  10.169  1.6261
Si  -1.8706  4.6584  2.9301
Si  -1.9049  8.5951  2.8931
Si  -1.89  12.3083  2.4407
Si  1.9573  4.6571  2.9569
Si  1.91  8.6427  2.9042
Si  1.9468  12.302  2.4888
Si  5.8443  4.7566  3.188
Si  5.8239  8.483  3.1637
Si  5.8426  12.3383  2.7005
Si  7.8261  4.7649  4.4168
Si  7.8006  8.5059  4.3889
Si  7.8063  12.3302  4.0155
Si  0.012  4.7209  4.2984
Si  -0.0233  8.5843  4.2689
Si  -0.0314  12.2913  3.9146
Si  3.8353  4.7298  4.3623
Si  3.8083  8.5605  4.3243
Si  3.8576  12.2898  3.9751
Si  7.8088  2.6994  5.4545
Si  7.785  6.6632  5.8574
Si  7.7252  10.4888  5.5884
Si  -0.1081  2.6411  5.3343
Si  -0.0123  6.6888  5.6806
Si  -0.1339  10.5062  5.5797
Si  3.8544  2.6464  5.3597
Si  3.7269  6.6683  5.6924
Si  3.8856  10.5054  5.586
Si  -1.8847  2.7072  6.8987
Si  -1.7929  6.6935  7.2377
Si  -2.0605  10.4477  7.1348
Si  1.8443  2.6404  6.5453
Si  1.8429  6.6556  7.1075
Si  1.8664  10.4073  6.8111
Si  5.8162  2.7333  6.6684
Si  5.6558  6.7512  7.0259
Si  5.8571  10.4994  7.0387
Si  -1.7499  4.6035  8.3732
Si  -2.0224  8.573  8.8004
Si  -2.0809  12.4502  8.3928
Si  1.8154  4.44  7.9441
Si  1.8485  8.7249  8.4711
Si  1.8229  12.3696  7.9442
Si  5.7532  4.6496  8.008
Si  5.6474  8.6267  8.6001
Si  5.8432  12.5557  8.1892
Si  7.6587  4.7149  9.3394
Si  7.4006  7.8249  10.0702
Si  7.5584  13.2331  9.7537
Si  0.2437  3.7606  9.6065
Si  0.0613  9.1755  9.9824
Si  0.0068  12.2619  9.391
Si  3.7559  4.1536  9.1055
Si  3.6468  9.5546  9.8501
Si  3.7636  12.612  9.135
Si  1.0099  7.5108  12.6297
Si  10.8215  15.634  16.4855
Si  3.8752  14.1502  12.9184
Si  12.5304  9.4017  18.898
Si  2.8416  12.0566  14.5672
Si  5.54  13.2771  14.8864
Si  5.4533  7.7041  19.3987
Si  6.154  0.6918  12.2755
Si  6.6692  1.3239  17.532
Si  3.3247  9.2445  13.0413
Si  2.3623  4.986  11.4562
Si  6.1693  10.447  18.8334
Si  11.3367  14.015  20.5595
Si  8.2571  8.6033  15.1254
Si  5.5096  18.1212  22.1895
Si  11.9699  5.1871  19.1293
Si  12.3194  1.5327  16.6544
Si  6.2503  9.1786  12.7891
Si  10.4853  6.6348  14.8318
Si  -1.1231  8.6765  16.8533
Si  2.6213  6.9445  19.272
Si  5.397  15.11  22.1893
Si  2.0114  12.3723  19.3306
Si  7.7881  8.2917  17.9423
Si  -1.8339  13.3961  17.9506
Si  5.1192  12.9182  19.9162
Si  12.038  7.4656  20.9793
O  4.2562  12.3494  15.3559
O  7.2902  2.4876  -1.0061
O  11.8063  8.9477  20.3024
O  7.6291  8.0118  -0.403
O  7.2087  10.6304  -1.0569
O  11.2957  6.3726  20.0157
O  0.0924  5.2031  -0.3762
O  0.3776  2.9973  -1.6178
O  0.0529  7.8976  -0.5092
O  -0.1968  9.9715  -1.98
O  3.1696  15.4739  12.3815
O  5.3883  13.9188  21.1176
O  5.4314  16.6134  21.5933
O  -0.3515  7.5074  16.0249
O  10.1121  13.6289  19.5283
O  4.0054  8.0458  -0.3627
O  4.4553  10.6672  -1.0396
O  13.078  0.5769  15.5571
O  6.8852  8.2702  11.5905
O  1.9981  8.437  13.5448
O  7.3556  0.9717  11.2264
O  -2.1686  7.9527  17.9018
O  10.8778  0.9595  17.2077
O  3.0493  10.6801  13.7541
O  11.3473  6.8481  13.4851
O  5.8792  10.6382  12.172
O  0.1056  10.8457  10.3256
O  0.1181  13.7309  10.1978
O  3.697  11.2187  10.0714
O  5.7649  13.6658  18.6171
O  5.6448  7.6724  20.9968
O  7.6218  9.6997  18.7828
O  3.4397  5.295  10.2726
O  3.6292  14.1629  9.8213
O  2.0559  6.3623  12.1975
O  7.4058  9.2831  13.9369
O  13.5098  5.5577  18.7525
O  12.0207  14.5817  16.0725
O  1.7811  13.1808  17.9351
O  11.9835  15.386  20.0062
O  -0.08  9.5814  17.6816
O  0.8859  4.5137  10.9314
O  -2.0388  9.5107  15.7522
O  7.2494  8.3674  16.3937
O  4.1993  6.7619  19.022
O  5.0885  9.2298  18.9098
O  5.9166  11.4807  20.0789
O  0.3219  8.3191  11.3835
O  9.5676  14.7567  17.0503
O  6.8283  7.1965  18.6769
O  4.0167  5.1561  -0.3242
O  7.5671  3.3032  10.2326
O  3.3371  9.1264  11.411
O  4.8222  8.6709  13.4497
O  8.2363  1.1847  17.9276
O  2.6403  13.2382  13.4707
O  4.8763  14.5828  14.1558
O  7.4923  6.141  10.2152
O  8.9578  7.2036  14.6153
O  11.2112  16.5914  17.7246
O  12.5107  12.8824  20.4727
O  4.5878  2.5985  -1.047
O  4.8338  1.6362  11.9698
O  10.4482  5.0532  15.2312
O  1.7788  10.7904  19.0938
O  2.1184  7.1629  20.8315
O  6.5437  0.9947  13.8306
O  6.4687  2.1111  16.1399
O  3.5362  12.6223  19.7879
O  7.6667  5.1203  -0.3531
O  2.0549  8.2437  18.4552
O  6.0552  11.3414  17.4674

Results
free energy: -45072.707 eV
free energy less fixed offsets of O -463.61, Si -117.95 eV per atom: -15.737 eV
pressure: -2.12 GPa
stress xx, yy, zz, yz, xz, xy (GPa, positive in tension): 1.56, 3.36, 1.42, 0.21, -0.88, -0.61

Forces (eV/angstrom), in the order of the atoms: element, x, y, z
Si  0.038  0.3091  -0.5259
Si  0.1158  -0.0265  -1.0014
Si  -0.0615  -0.2615  -0.6182
Si  0.1198  0.261  -0.618
Si  0.0108  -0.1047  -0.9081
Si  -0.0466  -0.3045  -0.446
Si  0.0421  0.2758  -0.5858
Si  -0.0177  0.0282  -1.056
Si  0.1126  -0.3257  -0.6975
Si  -0.122  0.1734  -0.0687
Si  -0.1039  -0.0256  -0.3417
Si  -0.1275  -0.0774  -0.1041
Si  0.0429  0.1364  -0.1104
Si  -0.0607  -0.0085  -0.2319
Si  0.0174  -0.1158  -0.135
Si  0.0075  -0.0617  0.0647
Si  0.056  -0.0152  -0.1777
Si  0.0689  0.0392  0.0824
Si  -0.0241  -0.0201  0.1371
Si  0.0379  0.065  0.2223
Si  0.0236  -0.0206  -0.2114
Si  0.0459  -0.113  0.2325
Si  -0.0223  0.2129  0.1972
Si  -0.0754  0.0338  -0.1247
Si  -0.0045  -0.0499  0.4054
Si  -0.0707  -0.0015  0.4499
Si  -0.0547  -0.0048  -0.2783
Si  -0.0479  -0.0924  -0.1513
Si  -0.0228  0.1375  -0.0279
Si  0.0159  0.0279  0.1329
Si  -0.0285  -0.0959  -0.0678
Si  -0.0473  0.0107  -0.0021
Si  -0.027  -0.0007  0.002
Si  -0.0657  -0.0573  -0.1797
Si  0.0457  0.0738  -0.0724
Si  0.0407  0.0034  -0.0364
Si  -0.0882  -0.056  0.0135
Si  0.0004  0.0713  0.1267
Si  -0.0192  -0.0402  0.0451
Si  0.0982  0.0668  0.0036
Si  -0.0784  0.0884  -0.1199
Si  0.1191  -0.052  0.0511
Si  -0.0475  0.0236  0.1365
Si  0.0531  0.0037  0.1303
Si  -0.0192  -0.0792  0.2085
Si  0.0333  0.0685  -0.025
Si  -0.0567  0.0508  0.1926
Si  0.0011  -0.0367  0.0958
Si  0.0326  -0.1728  -0.4207
Si  0.1113  0.2594  0.275
Si  0.0443  -0.077  -0.3255
Si  -0.0692  -0.0016  -0.3825
Si  -0.0238  0.2411  -0.0482
Si  -0.0756  -0.0832  -0.1339
Si  0.183  -0.2728  0.1456
Si  0.2154  -0.0707  0.1189
Si  -0.0361  0.0325  0.2586
Si  -0.2419  -0.1299  -0.0772
Si  -0.0075  0.019  -0.0527
Si  -0.075  0.0523  0.1587
Si  -0.0539  -0.1327  0.0623
Si  -0.0973  0.0781  0.1002
Si  0.3268  0.0961  0.3261
Si  -0.0493  0.0926  0.7285
Si  -0.3431  -0.4311  0.2947
Si  -0.0822  -0.0807  0.6738
Si  0.189  0.0374  0.8049
Si  -0.096  0.3544  0.3882
Si  -0.0356  0.0026  0.8076
Si  -0.0815  -0.3037  0.9981
Si  0.0222  0.2466  0.5846
Si  -0.3136  0.2276  0.9105
Si  0.2566  -0.0133  0.3624
Si  0.0723  0.1197  -0.0854
Si  -0.1124  -0.0006  0.2712
Si  0.1764  0.1494  -0.1095
Si  -0.0213  0.0266  0.1171
Si  -0.0179  0.0748  0.3964
Si  -0.1093  0.0242  -0.2358
Si  -0.1368  0.1024  0.3075
Si  -0.1625  0.1681  -0.2331
Si  -0.0292  0.054  0.3804
Si  0.0186  0.0735  0.1173
Si  -0.1579  0.0036  0.0102
Si  0.2754  -0.1247  -0.4389
Si  -0.1401  0.0364  0.0592
Si  -0.026  0.3487  -0.2779
Si  0.1679  -0.0288  -0.2341
Si  0.3456  -0.1015  -0.088
Si  -0.1031  0.0746  0.3327
Si  0.0096  -0.0479  0.1183
Si  0.1978  0.0312  0.1151
Si  0.1266  -0.0599  -0.3621
Si  0.0138  -0.2975  -0.1611
Si  0.1627  -0.0654  -0.1268
Si  -0.1391  -0.0996  0.1185
Si  -0.1999  -0.146  0.0002
Si  -0.0418  -0.134  -0.2256
Si  -0.0107  0.1267  -0.3494
O  0.0855  0.1518  -0.3651
O  -0.0677  0.2425  0.0741
O  0.1513  -0.3401  -0.0211
O  0.0143  0.3304  0.8412
O  -0.1012  -0.2593  0.0612
O  0.2184  0.0551  0.0669
O  0.0017  -0.3837  0.5743
O  -0.0635  0.121  0.5313
O  -0.0219  0.4709  0.4846
O  0.0892  -0.0708  0.7185
O  -0.2295  0.1368  -0.2627
O  -0.0038  0.3272  0.296
O  -0.014  0.0508  0.1178
O  -0.3004  0.0116  -0.0949
O  0.2491  0.0881  -0.0263
O  -0.0562  0.3217  0.8704
O  0.0097  -0.3189  0.1147
O  -0.0039  0.1879  0.0887
O  0.2406  0.0165  -0.4468
O  -0.1047  -0.037  -0.4555
O  -0.0571  0.107  -0.4025
O  -0.0677  0.1796  -0.2181
O  -0.0055  0.3117  0.0889
O  0.1611  -0.1409  -0.1955
O  0.0798  0.1371  -0.0656
O  0.0713  0.001  -0.0296
O  -0.1226  -0.254  -0.6816
O  0.0068  0.3459  -0.6834
O  0.1818  -0.3349  -0.6152
O  0.0967  -0.3944  0.1406
O  -0.1326  -0.3724  0.2278
O  -0.2442  -0.168  -0.1983
O  0.0189  -0.3956  -0.1958
O  0.2434  -0.0731  -0.737
O  -0.1023  -0.0647  -0.107
O  -0.0762  -0.1304  -0.1109
O  -0.2728  0.2852  0.2967
O  -0.2865  -0.087  0.2894
O  -0.2712  -0.0923  0.0949
O  -0.1925  -0.1044  0.0605
O  -0.0793  -0.2266  0.0991
O  0.1208  -0.1684  -0.2364
O  -0.1134  -0.4919  0.1009
O  0.4571  0.0678  -0.0012
O  -0.0072  0.278  0.2724
O  0.384  -0.182  0.1489
O  -0.0744  0.1472  -0.3447
O  0.0206  0.3144  -0.394
O  0.3262  -0.1515  0.1024
O  -0.0589  0.3959  0.0891
O  -0.0722  -0.2994  0.8087
O  0.0471  -0.3542  -0.7348
O  0.0366  0.0776  -0.3621
O  0.1561  0.1895  -0.395
O  0.0704  0.13  0.0046
O  0.4209  0.0238  -0.0378
O  -0.1213  -0.5539  -0.2633
O  0.1642  0.4641  -0.5556
O  0.1732  0.1967  0.1719
O  0.0148  -0.1901  0.0378
O  -0.2085  0.1954  -0.0743
O  0.0103  0.2653  0.0565
O  0.1702  -0.0517  0.1718
O  0.0618  0.1637  0.1259
O  -0.1721  0.0161  0.0357
O  -0.2271  0.0003  -0.149
O  -0.3037  0.0049  -0.3485
O  -0.0871  -0.2763  0.0338
O  0.069  0.0503  -0.0061
O  -0.021  -0.3096  0.8023
O  -0.1671  -0.0983  0.3382
O  0.2379  0.1161  0.3913

The program warned: the forces do not sum to zero within the program's tolerance.
